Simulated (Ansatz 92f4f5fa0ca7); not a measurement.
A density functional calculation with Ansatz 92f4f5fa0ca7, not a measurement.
Periodic cell of 215 atoms, Si132O82B1, from a study of silicon, its oxide and their interface. The atomic structure is a simulated model.
Doubt: the cutoff is far below the 930 eV that the study's wrapper takes by default for these files, so forces and energies are approximate.
This geometry differs little from another in the collection (a relaxation step or a small displacement).

Settings: functional PBE; potential files Ansatz PAW; basis plane waves; wave-function cutoff 580 eV; density cutoff ratio 5; exchange-correlation grid ratio 1; k mesh 1 x 1 x 1, Gamma-centred; self-consistency stop 5e-08 eV per atom in the density residual; occupations fixed; spin none; net charge -1 e, with a uniform compensating background and no finite-size correction.

Cell vectors (angstrom)
a 10.938 0 0
b 0 10.938 0
c 0 0 31.5432

Atoms and the computed forces on them: element, x, y, z (angstrom), force x, y, z (eV/angstrom)
Si 10.4406 0.5735 24.3492 0.0059 -0.0033 -0.0036
Si 6.0518 10.502 24.1645 -0.0014 0.0059 -0.003
Si 2.1359 3.2472 24.0846 0.0036 -0.0046 -0.0033
Si 8.709 2.2553 24.3136 -0.0063 0.0017 -0.0034
Si 0.5069 5.0515 24.1683 -0.0017 0.0024 -0.0013
Si 5.0558 5.8908 24.1958 0.0044 -0.0037 -0.0041
Si 3.4019 7.6476 24.165 -0.0025 0.0012 -0.005
Si 7.8374 8.8273 24.0064 0.0008 -0.0022 -0.0022
Si 1.3484 1.48 25.4625 0.0035 -0.0046 -0.0081
Si 6.9294 1.2983 25.514 -0.0055 0.0039 -0.0082
Si 4.0314 4.0991 25.3326 -0.0015 -0.001 -0.0052
Si 9.6748 4.0925 25.4296 -0.0014 0.0044 -0.0083
Si 1.504 6.8115 25.3761 -0.004 0.0027 -0.0046
Si 6.9013 6.9423 25.2468 0.0014 -0.0016 -0.0035
Si 4.2371 9.5269 25.3535 -0.0005 0.0024 -0.0028
Si 9.5345 9.6412 25.4494 0.0025 -0.0053 -0.0101
Si 2.7848 0.0028 26.6511 -0.0034 -0.0004 0.0032
Si 8.2315 -0.0292 26.9597 0.0005 -0.001 0.0281
Si 0.0231 2.7661 26.928 0.0001 -0.0008 0.0244
Si 5.454 2.7325 26.6754 0.0009 0.0017 0.0016
Si 2.7638 5.4351 26.8476 0.0066 0.0018 0.0172
Si 8.2311 5.5194 26.6374 -0.0044 -0.0008 0.004
Si 0.0471 8.2074 26.662 -0.0002 0.0006 0.0023
Si 5.5606 8.192 26.8048 -0.001 -0.0038 0.0129
Si 4.1141 1.3629 28.0831 0.0017 -0.0031 -0.0064
Si 9.602 1.368 28.2555 -0.001 0.0027 -0.0098
Si 1.3983 4.1173 28.2505 -0.0069 0.0031 -0.0067
Si 6.8412 4.1311 28.0355 -0.0011 0.004 -0.0083
Si 4.1636 6.8184 28.1571 0.0019 -0.0023 -0.0163
Si 9.6015 6.8466 28.0644 0.0016 -0.001 -0.0079
Si 1.3996 9.5863 28.0584 0.0028 0.0004 -0.0078
Si 6.854 9.531 28.2533 0.0056 0.0051 -0.0079
Si 0.0571 -0.0272 29.5432 -0.003 0.0056 0.0026
Si 5.4499 0.0073 29.5052 0.0028 -0.0041 0.0056
Si 2.7734 2.7024 29.5387 -0.0031 0.0039 0.0031
Si 8.175 2.7679 29.4904 0.0064 -0.0058 0.0055
Si -0.014 5.5004 29.5123 0.0069 -0.0051 0.0047
Si 5.5123 5.4449 29.5197 -0.0012 0.0043 0.0013
Si 2.7544 8.211 29.4605 0.0009 -0.001 0.0077
Si 8.2591 8.1571 29.5456 -0.0062 0.0044 0.0018
Si 1.4002 1.3506 30.9233 0.0021 -0.0046 -0.0024
Si 6.8204 1.3746 30.8555 -0.0036 0.0023 -0.004
Si 4.1307 4.0828 30.9011 0.0039 -0.0031 -0.0026
Si 9.5539 4.1156 30.8608 -0.0048 0.0023 -0.004
Si 1.3765 6.8573 30.8471 -0.004 0.0018 -0.0029
Si 6.8718 6.8007 30.9137 0.0024 -0.0051 -0.0023
Si 4.0941 9.5727 30.8634 -0.002 0.0026 -0.0041
Si 9.6093 9.5445 30.9119 0.0027 -0.003 -0.0017
Si 2.7534 -0.0353 0.7421 0.0054 -0.0015 0.0031
Si 8.1829 -0.0052 0.6809 -0.0024 0.0045 0.0034
Si -0.0263 2.7418 0.6899 -0.0054 0.0047 0.0013
Si 5.4815 2.7033 0.7304 0.0034 -0.004 0.0026
Si 2.7144 5.472 0.6827 -0.0062 0.0043 0.0013
Si 8.2217 5.4282 0.7515 0.0044 -0.0024 0.0015
Si 0.0399 8.1738 0.7367 0.0042 -0.0054 0.0031
Si 5.4703 8.2084 0.687 -0.0044 0.0044 0.0002
Si 4.1227 1.3292 2.101 -0.0026 0.0007 -0.0077
Si 9.5282 1.37 2.0485 0.0061 -0.0087 0
Si 1.3196 4.1248 2.0691 0.0049 -0.0056 -0.003
Si 6.8537 4.0438 2.1047 -0.0039 0.0046 -0.0092
Si 4.073 6.8577 2.0405 0.0088 -0.0077 -0.001
Si 9.6102 6.7914 2.0966 -0.0035 0.0055 -0.0034
Si 1.3883 9.5402 2.1127 -0.0051 0.0036 -0.0097
Si 6.8313 9.5637 2.086 -0.0014 -0.0005 -0.004
Si -0.0528 -0.0212 3.3691 0 0.0082 0.0043
Si 5.4729 -0.0286 3.5262 0.0008 0.0011 0.0029
Si 2.6853 2.7104 3.3623 -0.0014 0.002 0.0225
Si 8.1926 2.6746 3.5304 -0.0001 -0.0046 0.0068
Si -0.0175 5.4511 3.5621 -0.0064 0.0034 0.0036
Si 5.4445 5.4645 3.3396 -0.0066 0.0032 0.0073
Si 2.747 8.1827 3.523 0.0002 -0.0015 0.0026
Si 8.2322 8.1717 3.4061 0.0092 -0.0045 0.0161
Si 1.2901 1.3447 4.7062 0.0059 0.0037 -0.0223
Si 6.8467 1.293 4.9529 -0.0009 -0.001 0.0013
Si 4.051 4.115 4.6609 -0.0042 -0.0044 -0.029
Si 9.5243 4.0463 4.9385 0.0047 0.0012 -0.0013
Si 1.3491 6.8667 4.9352 -0.0022 -0.0047 -0.0014
Si 6.8325 6.7824 4.7042 0.0008 0.004 -0.0156
Si 4.1033 9.5569 4.9278 0.0055 0.0021 -0.0004
Si 9.5851 9.5481 4.7849 -0.006 -0.0029 -0.0128
Si 2.6007 0.0147 6.1494 0.0023 -0.0142 0.0165
Si 8.2432 -0.1458 6.2998 0.0009 0.0043 0.0005
Si -0.024 2.6253 6.2258 -0.0019 0.0042 0.0087
Si 5.363 2.7645 6.0827 0.0025 -0.0088 0.0066
Si 2.7481 5.4261 6.1627 0.0027 0.0042 0.0113
Si 8.0698 5.4169 6.2212 -0.0055 -0.0046 0.0078
Si 0.0177 8.3073 6.2957 -0.0002 -0.0008 -0.0005
Si 5.5717 8.1411 6.1667 -0.0056 0.0022 0.0149
Si 3.4625 1.9269 7.1906 0.0091 -0.003 0.0199
Si 10.0464 0.7979 7.5152 -0.0043 0.0033 0.0201
Si 1.7615 3.6505 7.3667 -0.0089 0.0027 0.0104
Si 6.1515 4.5185 7.4279 0.0024 -0.0081 0.0142
Si 4.6128 6.3354 7.2995 -0.0035 0.0053 -0.0001
Si 9.1695 7.1708 7.336 0.0052 -0.0122 0.0112
Si 0.9414 10.139 7.677 -0.001 0.001 0.0109
Si 7.4207 8.8703 7.5065 -0.0122 0.0076 0.0127
O 4.5117 6.706 8.896 -0.0078 0.007 0.0061
O 1.3611 3.9806 8.9461 0.0009 -0.0012 -0.0118
O 9.7295 6.5089 8.7488 -0.0039 0.0035 -0.0149
O 1.3139 10.1359 9.2653 0.0139 -0.0123 -0.0083
O 5.9404 4.1623 9.0461 0.0031 -0.0046 -0.0055
O 3.7065 1.6367 8.7705 0.0036 -0.0021 -0.0046
O 7.165 8.9431 9.1531 0.0033 0.0008 -0.0078
O 9.6096 1.1026 9.0818 0.0027 0.0002 -0.0158
O 8.2486 2.541 22.7528 0.0014 -0.0015 0.0029
O 11.0041 5.5457 22.6446 0.0011 -0.0024 0.0034
O 5.6366 0.1076 22.6593 0.001 -0.0019 0.0022
O 5.2851 5.3926 22.6292 -0.0023 0.0022 0.0049
O 2.1606 2.8133 22.4745 -0.0008 0.0021 0.004
O 3.3341 7.8578 22.5121 0.0026 -0.0014 0.0065
O 8.3964 8.7472 22.4285 -0.0026 0.001 0.0048
O -0.1487 11.2321 22.7636 -0.0018 0.003 0.0051
Si 2.1768 2.9865 12.8512 -0.0002 -0.0016 -0.0012
Si 8.6394 1.3177 10.3685 -0.0046 0.0008 -0.0027
Si 1.0667 4.5039 15.3139 0.0027 -0.0032 -0.0051
Si 7.4712 5.5449 12.16 -0.0003 0.0055 -0.0107
Si 2.4229 8.1836 21.2077 -0.0035 -0.0002 -0.0009
Si 5.3484 7.7962 12.4196 -0.0003 -0.0009 -0.0015
Si 9.3069 0.4392 15.4627 0.0015 0.0014 -0.0023
Si 2.9454 -0.0251 16.6533 0.0009 0 -0.0055
Si 10.4837 1.1608 12.5512 0.0042 -0.0067 -0.0029
Si 7.7717 2.8353 21.2385 0.0008 0.0002 -0.0029
Si 9.2219 8.8098 14.3618 -0.0009 -0.0061 -0.0087
Si 1.4601 4.8164 10.3493 0.0042 -0.0044 0.002
Si 4.4922 9.4938 19.137 0.002 0.0031 0.0015
Si 11.0797 6.0975 21.1139 -0.0001 0.0032 -0.0019
Si 6.6632 10.4339 14.8045 -0.0011 0.002 -0.0109
Si 5.3981 0.7337 21.1849 -0.0022 -0.0018 -0.0018
B 2.3358 9.7769 10.3329 0.0087 -0.0025 0.0202
Si 0.4409 10.6399 21.3909 0.0005 -0.0016 -0.0014
Si 5.8521 5.258 21.1209 0.0015 0.0008 -0.0023
Si 3.5148 7.2382 10.0712 0.0004 0.0084 0.001
Si 9.0453 5.6914 14.769 -0.0007 -0.0003 -0.0068
Si 3.671 4.0845 19.0661 -0.0007 0.0002 -0.0003
Si 10.0321 3.6651 19.306 -0.0014 0 0.0012
Si 4.2832 8.6679 15.3447 -0.0036 0.0021 -0.0061
Si 0.467 1.9242 17.1427 0.0002 -0.0014 -0.0035
Si 6.8013 7.5432 19.2566 -0.0001 0.0018 0.0007
Si 5.2592 3.63 16.7008 -0.0024 0.0009 -0.0031
Si 7.7953 5.04 17.5036 0.0004 0 0.0015
Si 6.6321 9.9202 10.3552 -0.0071 0.005 -0.0056
Si 4.2815 0.9227 10.0996 0.0095 0.007 -0.0138
Si 0.0736 9.1319 11.7897 -0.0117 0.0058 -0.0038
Si 9.1104 8.6377 20.9513 0.0034 0.0003 -0.0011
Si 4.5768 1.6609 14.5457 0.0018 -0.0008 -0.0045
Si 2.458 2.0925 21.0412 0 -0.0017 0.0005
Si 6.2285 3.2604 10.385 0.0066 -0.0031 -0.0049
Si 3.4142 5.9223 16.7024 0.0012 -0.0016 -0.0037
Si 9.8577 6.5337 10.3688 -0.0035 0.003 0.007
O 0.1217 2.6257 18.5807 0.0013 -0.0009 -0.0006
O 2.958 9.6372 15.6006 0.0027 -0.0038 0.0054
O 10.8594 4.8116 20.1365 -0.0002 -0.0013 -0.0008
O 7.5296 2.4063 9.9234 0.0002 0.0065 0.0123
O 10.905 5.3396 10.8255 0.0017 0.0007 -0.0011
O 6.5057 6.7033 12.7927 0.002 -0.0034 0.002
O 10.2766 8.059 10.7787 0.0013 -0.0028 -0.0009
O 7.728 9.4727 13.9444 0.0012 -0.0009 0.0048
O 8.3804 6.1693 10.9627 0.0009 -0.0026 0.0051
O 5.365 10.4763 20.0961 -0.0034 -0.0009 -0.0006
O 2.197 3.8005 11.4234 -0.0041 0.0048 -0.0011
O 7.9793 8.5571 19.7753 -0.0009 -0.0013 -0.0004
O 6.2128 6.7396 20.5574 0 -0.0007 -0.0003
O 5.5294 2.7196 15.3796 0.0012 -0.001 0.0031
O 1.3151 0.9328 20.7063 -0.0005 -0.0003 0.0007
O 6.0343 9.058 11.6156 0.0044 0.0068 -0.0108
O 4.5793 4.9742 16.0711 0.0005 0.0017 0.0035
O 6.596 3.9422 17.5892 -0.0003 0.0003 0.0007
O 10.5315 10.6978 11.7333 0.0023 0.0003 0.0076
O 5.61 0.4917 13.9758 0.0006 -0.0002 0.0057
O 8.0453 5.1734 15.9239 0.0039 0 -0.0036
O 9.7721 9.8019 15.5565 0.0005 -0.0016 0.003
O -0.4057 5.1103 15.0461 -0.004 0.0014 0.0029
O 1.5765 6.8369 20.8033 0.0003 0.0005 0.0002
O 1.5355 0.6597 17.1793 -0.0016 0.0016 0.0022
O 6.6048 1.7711 20.8132 0.0011 0.0009 0.0017
O 1.0115 1.8399 12.7846 -0.0013 0.0011 0.0044
O 3.2425 5.4913 18.301 0.0014 0.0015 0.0011
O 9.4851 2.0268 11.5885 -0.0067 -0.0022 -0.0073
O 1.0189 3.1221 16.1869 -0.0001 0.0052 0.0001
O 8.4972 5.1059 13.3577 -0.0013 0.0017 0.0059
O 10.4063 8.6666 13.2569 -0.0012 0.0012 0.0037
O 1.4543 9.4023 21.6824 0.0003 0.0011 -0.0024
O 10.0861 9.9416 20.6199 -0.0008 -0.0008 0.0009
O 3.0965 0.0676 10.7923 -0.0042 -0.0063 -0.0097
O 5.0231 2.2339 10.8524 -0.0009 -0.0068 -0.0075
O 1.7971 4.1515 13.9207 -0.0013 -0.0047 0.0017
O 7.8741 10.8768 10.8476 -0.001 0.0002 -0.0014
O 9.1294 4.4672 18.2204 -0.0016 0.0005 0.0006
O 5.682 9.4806 15.7374 0.0009 -0.0006 0.003
O 5.5076 -0.0747 9.6694 0.0006 0.0028 0.0119
O 3.6035 2.3012 13.3778 -0.0058 0.0025 0.0004
O 1.9458 5.6713 16.0428 -0.0021 -0.0009 0.0008
O 9.7698 1.0349 14.018 0.0043 0.0029 -0.0024
O 4.2674 7.0287 11.5002 -0.0131 0.0058 -0.0173
O 4.7605 4.4997 20.198 -0.0004 -0.0001 -0.0002
O 9.9782 1.3259 16.6343 -0.0009 -0.0028 -0.0003
O 6.589 4.2714 11.6318 -0.0034 -0.0071 -0.0034
O 5.5926 8.4137 18.585 -0.0013 0.001 0.0011
O 9.0787 2.7457 20.2692 0.0002 0.0024 -0.0014
O 3.6395 1.1392 15.7729 0.0019 0.0017 0.0035
O 4.2415 3.0775 17.8884 0.0021 0.0011 0.0001
O 9.9252 7.2245 20.9011 0 -0.0002 -0.0005
O 3.2192 8.7798 9.7345 -0.0146 -0.0061 0.0102
O 3.9493 7.425 16.3688 0 0.0033 0.0016
O 7.6708 0.4708 15.6701 -0.0002 0.0003 0.0041
O 8.9917 7.3078 14.9073 0.0023 0.0046 -0.0006
O 3.941 1.4427 21.1572 0.0039 -0.0002 -0.0009
O 1.659 9.1631 11.5191 0.0094 0.0004 -0.0181
O 2.2566 6.2032 10.0944 0.0053 0.0075 0.0025
O 7.3665 6.4722 18.1655 0.001 -0.0013 -0.0003
O 7.217 4.3661 21.131 0 -0.0028 0.0005
O 4.5392 8.2342 13.7904 0.0033 -0.0031 -0.0023
O 3.3384 8.6665 19.9568 0.0024 0.0012 -0.0019
O 2.5111 3.2372 19.8613 0.0008 0.0017 -0.0009
O 3.765 10.3917 17.9832 0 -0.0011 0.0011

Results
free energy: -130699.036 eV
free energy less fixed offsets of B -154.04, O -568.88, Si -635.61 eV per atom: 3.684 eV

The program warned: the cutoff lies below the one the program advises for these potential files; the exchange-correlation potential is rough where the density is thin.
